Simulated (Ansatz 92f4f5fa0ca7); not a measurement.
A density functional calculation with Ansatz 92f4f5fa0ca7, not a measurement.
Periodic cell of 416 atoms, Si264O152, from a study of silicon, its oxide and their interface. The atomic structure is a simulated model.
Doubt: the cutoff is far below the 930 eV that the study's wrapper takes by default for these files, so forces and energies are approximate.

Settings
functional: PBE
potential files: Ansatz PAW
basis: plane waves
wave-function cutoff: 580 eV
density cutoff ratio: 5
exchange-correlation grid ratio: 1
k mesh: 1 x 1 x 1, Gamma-centred
self-consistency stop: 5e-08 eV per atom in the density residual
occupations: fixed
spin: none
net charge: 0

Cell vectors (angstrom)
a	15.4687	0	0
b	0	12.8259	0
c	0	0	36.8241

Atoms and the computed forces on them: element, x, y, z (angstrom), force x, y, z (eV/angstrom)
Si	0.025	1.157	34.195	0	-0.021	-0.008
Si	3.91	1.139	34.188	-0.006	0.021	0.011
Si	7.728	1.181	34.152	0.001	-0.001	-0.006
Si	11.695	1.143	34.194	0.022	0.007	0.005
Si	1.945	7.6	34.167	0.019	0.012	0.009
Si	5.822	7.582	34.049	-0.011	0.01	0.008
Si	9.71	7.598	34.038	0.013	-0.01	0.015
Si	13.573	7.581	34.128	-0.008	0.006	0.012
Si	1.934	5.247	34.557	0.219	0.31	0.545
Si	5.801	5.247	34.557	0.065	0.168	-0.586
Si	9.668	5.247	34.557	-0.052	0.256	-0.219
Si	13.535	5.247	34.557	0.168	0.175	0.366
Si	0	11.66	34.557	-0.061	-0.222	-0.237
Si	3.867	11.66	34.557	0.054	-0.208	0.318
Si	7.734	11.66	34.557	0.157	0.301	0.091
Si	11.602	11.66	34.557	0.132	-0.227	-0.121
Si	0	4.664	35.794	0.018	0.045	0.042
Si	3.867	4.664	35.794	-0.123	0.117	0.036
Si	7.734	4.664	35.794	-0.001	-0.03	-0.064
Si	11.602	4.664	35.794	0.013	-0.011	-0.022
Si	1.934	11.077	35.794	0.015	-0.027	-0.025
Si	5.801	11.077	35.794	-0.046	-0.104	-0.033
Si	9.668	11.077	35.794	-0.034	0.108	-0.004
Si	13.535	11.077	35.794	-0.07	-0.096	-0.051
Si	0	2.332	36.206	-0.064	0.063	0.331
Si	3.867	2.332	36.206	0.092	0.013	0.203
Si	7.734	2.332	36.206	-0.031	0.048	0.093
Si	11.602	2.332	36.206	0.204	0.034	0.256
Si	1.934	8.745	36.206	0.039	0.074	0.225
Si	5.801	8.745	36.206	0.04	-0.055	-0.489
Si	9.668	8.745	36.206	0.07	-0.092	-0.512
Si	13.535	8.745	36.206	0.075	-0.031	-0.096
Si	1.934	1.749	0.619	-0.012	0.002	0.002
Si	5.801	1.749	0.619	-0.069	0.041	0.031
Si	9.668	1.749	0.619	-0.069	-0.013	-0.038
Si	13.535	1.749	0.619	-0.006	0.127	0.104
Si	0	8.162	0.619	0.011	-0.023	-0.012
Si	3.867	8.162	0.619	-0.057	-0.026	-0.041
Si	7.734	8.162	0.619	-0.048	-0.094	-0.115
Si	11.602	8.162	0.619	0.096	-0.001	-0.057
Si	0	5.83	1.031	-0.018	0.02	0.078
Si	3.867	5.83	1.031	0.098	-0.041	0.048
Si	7.734	5.83	1.031	0.018	0.093	0.103
Si	11.602	5.83	1.031	0.001	0.126	0.118
Si	1.934	12.243	1.031	-0.004	-0.036	-0.046
Si	5.801	12.243	1.031	0.017	0.023	0.015
Si	9.668	12.243	1.031	0.046	-0.168	-0.143
Si	13.535	12.243	1.031	0.035	-0.013	-0.021
Si	1.934	5.247	2.268	0.058	0.071	0.522
Si	5.801	5.247	2.268	-0.208	0.023	0.254
Si	9.668	5.247	2.268	-0.112	0.054	0.353
Si	13.535	5.247	2.268	0.188	-0.012	0.251
Si	0	11.66	2.268	-0.06	-0.032	-0.534
Si	3.867	11.66	2.268	-0.088	-0.05	-0.33
Si	7.734	11.66	2.268	0.228	0.001	-0.328
Si	11.602	11.66	2.268	-0.328	-0.038	-0.137
Si	1.934	2.915	2.68	0.049	-0.055	0.012
Si	5.801	2.915	2.68	0.059	-0.031	0.011
Si	9.668	2.915	2.68	0.032	0.076	-0.028
Si	13.535	2.915	2.68	0.033	-0.138	-0.142
Si	0	9.328	2.68	-0.054	0.084	0.19
Si	3.867	9.328	2.68	0.05	0.07	0.07
Si	7.734	9.328	2.68	0.049	0.013	0.146
Si	11.602	9.328	2.68	-0.09	-0.086	-0.087
Si	-3.791	1.514	29.776	-0.023	0.054	0
Si	6.994	5.547	27.7	-0.333	0.069	-0.108
Si	7.532	3.514	23.958	-0.091	0.024	-0.015
Si	14.209	4.073	26.157	0.072	0.002	-0.188
Si	4.678	7.437	26.992	0.065	-0.046	-0.112
Si	6.727	11	27.968	0.005	0.008	0.029
Si	11.108	7.515	28.722	0.143	0.083	-0.023
Si	12.606	5.156	23.736	0.01	0.007	0.021
Si	-0.22	9.433	25.945	0.056	-0.125	-0.102
Si	8.752	0.399	27.892	0.084	0.014	0.019
Si	7.851	1.818	30.133	0.018	-0.022	-0.042
Si	15.64	4.61	31.476	-0.032	0.021	-0.029
Si	2.275	8.724	19.191	0.01	-0.02	-0.014
Si	-3.538	16.657	29.286	-0.053	0.002	-0.023
Si	5.822	11.156	31.286	-0.003	0.017	0.003
Si	11.223	13.036	27.942	-0.046	-0.156	-0.221
Si	0.153	1.192	29.608	-0.005	0.107	0.005
Si	0.513	3.517	29.432	-0.081	-0.062	-0.003
Si	3.732	1.273	29.671	-0.022	-0.014	0.012
Si	15.633	-2.039	27.849	-0.097	-0.1	-0.004
Si	4.993	14.893	25.261	0.009	0.034	-0.062
Si	8.773	7.548	24.982	-0.117	0.001	0.008
Si	9.724	11.031	31.103	-0.01	0.034	0.005
Si	20.361	9.285	25.157	-0.074	-0.047	0.028
Si	4.244	4.366	27.349	0.073	0.081	-0.157
Si	5.805	0.728	30.778	-0.015	-0.026	0.003
Si	4.92	-0.76	26.797	0.117	-0.15	-0.145
Si	10.231	5.261	28.345	0.076	-0.076	0.014
Si	0.615	6.886	30.976	0.034	0	0.076
Si	13.274	8.386	27.994	-0.096	0.055	0.084
Si	7.788	4.034	31.149	0.027	0.04	-0.003
Si	14.218	6.856	29.513	-0.055	0.027	-0.1
Si	1.948	0.591	31.017	-0.007	-0.025	-0.02
Si	8.257	5.76	29.638	-0.01	-0.045	0.068
Si	9.76	0.664	30.973	0.01	-0.007	-0.015
Si	13.628	0.696	30.813	0.025	-0.043	0.022
Si	3.032	12.498	28.073	0.008	-0.003	0.064
Si	3.763	4.745	31.134	-0.056	0.003	-0.013
Si	5.929	9.468	29.616	-0.041	0.02	-0.02
Si	12.154	6.987	30.806	-0.063	-0.044	0.053
Si	-1.39	4.626	28.449	0.041	-0.037	0.047
Si	3.102	7.073	30.807	-0.004	-0.013	0.032
Si	7.783	7.997	30.378	-0.017	0.002	0.024
Si	11.713	4.747	31.394	-0.028	0.005	0.029
Si	1.976	11.089	31.297	-0.017	0.019	-0.024
Si	9.516	9.267	29.314	0.05	0.026	0.009
Si	3.802	8.527	28.994	0.043	-0.011	-0.006
Si	13.53	11.157	31.13	0.026	0.017	-0.013
Si	2.062	4.018	32.622	0.061	0.017	-0.004
Si	5.762	4.116	32.407	0.005	0.004	0.03
Si	9.723	4.02	32.53	0.022	0.017	0.034
Si	13.613	4.064	32.561	0.015	0.014	-0.02
Si	-0.012	10.503	32.427	-0.005	-0.004	0.001
Si	3.9	10.518	32.515	0.008	-0.021	0.02
Si	7.795	10.604	32.47	0.006	0.007	0.028
Si	11.634	10.552	32.431	-0.016	-0.01	0.01
Si	1.971	1.726	33.036	0.008	0.009	0.015
Si	5.768	1.78	32.901	-0.024	0.009	0.002
Si	9.76	1.715	33.057	-0.005	0.022	-0.018
Si	13.616	1.744	32.926	-0.012	-0.001	0.024
Si	0.041	8.171	32.892	0.012	-0.019	-0.019
Si	3.825	8.169	32.849	-0.033	-0.011	-0.017
Si	7.769	8.254	32.779	0.004	0.014	0
Si	11.713	8.216	32.814	-0.016	-0.013	0.01
Si	0	2.332	3.917	-0.275	0.126	-0.092
Si	3.867	2.332	3.917	-0.184	0.171	0.403
Si	7.734	2.332	3.917	0.015	0.337	-0.081
Si	11.602	2.332	3.917	-0.023	-0.348	-0.977
Si	1.934	8.745	3.917	0.225	-0.209	0.612
Si	5.801	8.745	3.917	-0.357	-0.267	0.101
Si	9.668	8.745	3.917	0.342	-0.074	-0.182
Si	13.535	8.745	3.917	-0.061	-0.247	0.149
Si	1.961	6.41	4.427	0.03	-0.02	-0.017
Si	5.717	6.41	4.371	-0.035	0.001	0.021
Si	9.636	6.404	4.406	0.03	0.018	-0.022
Si	13.588	6.43	4.359	0.019	-0.011	0.004
Si	-0.081	12.799	4.276	-0.027	0.034	0.006
Si	3.848	12.825	4.295	-0.029	-0.001	-0.02
Si	7.819	12.847	4.275	0.041	-0.002	-0.03
Si	11.514	12.83	4.309	-0.039	-0.019	0.006
Si	0.042	5.967	5.745	-0.043	-0.067	-0.002
Si	3.86	5.811	5.817	0	-0.026	-0.093
Si	7.612	5.872	5.639	0.107	-0.135	-0.177
Si	11.654	5.788	5.558	-0.054	-0.024	0.044
Si	1.856	12.17	5.407	0.088	-0.013	0.068
Si	5.879	12.197	5.316	-0.1	0.028	-0.002
Si	9.631	12.294	5.681	0.029	-0.062	-0.016
Si	13.43	12.076	5.391	0.011	-0.009	-0.026
Si	-0.09	3.546	5.956	-0.019	0.023	-0.038
Si	3.783	3.403	6.115	-0.05	0.043	0.019
Si	7.64	3.539	5.967	0.046	0.025	0.036
Si	11.619	3.436	5.88	0.032	0.046	0.088
Si	1.952	9.894	6.062	-0.065	-0.054	-0.053
Si	5.835	9.961	5.935	0.134	-0.032	0.148
Si	9.779	9.897	5.95	-0.182	-0.161	0.039
Si	13.498	9.794	6.043	-0.038	-0.001	0.026
Si	2.219	9.006	11.869	-0.09	0.024	0.008
Si	3.632	1.473	10.796	-0.061	-0.02	-0.026
Si	13.03	-1.75	13.898	0.069	0.08	0.018
Si	13.496	2.699	7.111	-0.033	0.016	-0.032
Si	-0.032	9.601	7.388	0.035	0.013	0.006
Si	5.199	8.569	8.64	0.305	-0.586	-0.441
Si	10.906	10.645	9.211	0.065	0.048	-0.056
Si	11.591	6.646	7.775	-0.007	0.116	-0.023
Si	3.212	6.744	13.608	-0.109	-0.043	0.12
Si	0.089	7.13	7.953	-0.036	0.026	0.014
Si	9.488	12.806	14.785	0.037	0.012	0.078
Si	12.456	1.368	10.436	0.033	0.037	-0.006
Si	1.679	15.594	7.225	0.064	-0.111	0.025
Si	7.577	12.57	8.824	-0.006	0.01	-0.196
Si	9.646	15.896	7.086	-0.042	-0.027	-0.033
Si	12.769	16.495	9.121	0.044	-0.055	0.087
Si	-3.472	4.336	13.207	0.114	-0.05	-0.04
Si	5.83	0.417	7.352	-0.01	-0.012	0.144
Si	5.996	3.283	9.526	0.091	-0.207	0.167
Si	15.272	11.976	8.496	-0.024	0.038	0.05
Si	-1.273	12.522	10.595	-0.068	-0.068	0.004
Si	3.475	11.816	12.456	0.036	-0.021	0.03
Si	7.838	9.187	7.074	0.487	0.577	-0.244
Si	9.501	13.621	7.727	-0.059	0.014	0.006
Si	-1.857	6.029	8.929	-0.055	-0.058	-0.061
Si	8.829	3.43	10.861	0.043	-0.155	0.072
Si	7.151	7.029	7.666	-0.817	0.225	0.551
Si	11.551	9.195	7.385	-0.006	-0.032	-0.076
Si	-3.972	12.93	8.676	-0.045	-0.112	0.033
Si	6.472	11.467	11.377	0.011	-0.062	0.147
Si	6.856	9.389	10.331	-0.033	0.05	-0.092
Si	12.523	10.706	10.976	0.149	0.044	0.024
Si	0.95	4.655	14.378	-0.006	-0.058	-0.032
Si	-0.474	8.806	13.384	0.026	0.06	-0.007
Si	3.768	-0.316	8.199	-0.029	-0.064	-0.004
Si	7.749	-2.264	13.922	-0.029	0.073	0.085
Si	7.22	14.975	15.336	-0.024	-0.068	0.035
Si	10.522	6.856	12.432	0.101	-0.042	-0.025
Si	4.027	6.53	8.197	0.177	0.239	0.082
Si	16.911	3.792	10.255	-0.155	-0.04	0.04
Si	-1.996	0.314	7.415	0.052	0.028	-0.012
Si	0.143	-0.471	16.162	-0.021	0.051	0.005
Si	10.569	4.566	8.648	0.153	-0.021	-0.122
Si	4.403	1.606	16.694	-0.068	0.04	0.022
Si	3.95	10.172	7.412	0.092	0.073	0.065
Si	5.514	5.98	11.794	0.025	-0.084	0.134
Si	7.332	4.215	13.282	0.044	-0.038	0.035
Si	13.074	7.901	11.314	0.031	0.02	-0.036
O	-6.079	-2.943	19.797	0.005	-0.02	0.028
O	-4.303	5.355	12.221	-0.029	0.047	0.027
O	8.233	1.87	28.482	-0.009	-0.008	0.006
O	16.117	9.051	12.259	0.1	-0.013	-0.011
O	-6.458	7.121	11.887	-0.08	0.023	-0.002
O	3.391	13.302	16.075	0.017	-0.034	-0.013
O	1.826	5.384	10.4	0.079	0.026	-0.056
O	1.842	5.867	13.731	0.061	0.054	-0.039
O	0.505	3.899	23.019	-0.059	0.074	0.044
O	5.904	21.808	17.058	-0.002	0	-0.034
O	22.668	-10.136	13.806	-0.012	-0.003	0.02
O	15.464	8.012	14.732	-0.028	0.026	-0.014
O	1.02	8.483	18.184	-0.02	0.008	0.005
O	-18.857	10.654	12.616	-0.005	-0.043	0.039
O	9.454	17.117	20.916	0.008	0.015	0
O	10.909	32.155	16.619	0.009	0.001	-0.024
O	3.663	25.82	9.795	0.017	0.139	-0.107
O	10.009	6.166	19.037	-0.005	-0.003	0.016
O	-10.336	18.135	20.509	0.054	0.025	-0.032
O	-5.925	-14.727	26.225	-0.109	0.005	0.029
O	5.353	-1.01	19.773	-0.021	-0.012	0.044
O	33.368	7.432	20.202	-0.013	0.011	-0.018
O	-1.501	18.502	23.017	0.009	-0.029	-0.022
O	-11.335	10.753	16.219	-0.024	0.008	-0.034
O	1.522	-1.393	16.241	0.009	-0.035	0
O	7.695	-1.228	24.336	-0.011	-0.078	-0.065
O	2.74	10.556	11.636	0.011	-0.041	0.055
O	8.704	3.845	25.075	-0.061	0.027	0.023
O	4.898	0.742	21.653	-0.023	-0.038	0.007
O	-9.062	-26.859	17.362	-0.041	-0.007	-0.015
O	17.418	-2.778	20.049	0	0.012	0.017
O	7.794	-0.713	28.696	0.014	0.004	-0.089
O	-3.851	6.431	23.685	-0.001	-0.006	-0.015
O	-16.476	10.301	13.751	-0.021	-0.066	-0.023
O	12.955	17.512	25.267	0.045	-0.013	0.048
O	-7.198	10.028	22.262	0.001	0.011	0.007
O	-1.893	30.05	12.765	-0.131	0.034	0.055
O	17.743	7.036	23.498	-0.029	0.044	-0.006
O	-6.425	-14.418	14.634	-0.027	-0.007	-0.03
O	23.777	13.251	26.297	0.006	-0.027	0.047
Si	21.611	-0.149	18.601	0.052	0.005	-0.03
Si	5.731	10.474	16.396	0.016	0.011	0.071
Si	14.324	15.289	20.656	0.016	0	-0.027
Si	1.655	13.198	7.479	-0.001	0.076	0.048
Si	15.26	7.435	18.441	0.032	-0.01	0.011
Si	-0.446	3.611	12.741	0.017	-0.003	-0.033
Si	13.872	11.672	24.212	-0.042	-0.004	-0.002
Si	3.004	3.545	29.204	0.052	0.029	0.017
Si	9.249	10.782	21.164	-0.039	0.018	-0.01
Si	11.856	15.176	22.446	0.013	-0.032	0.01
Si	-12.455	24.6	15.623	0.017	0.031	0.057
Si	12.225	-2.524	21.876	-0.003	0.026	-0.03
Si	13.365	10.648	28.788	0.044	-0.138	0.014
Si	-3.918	26.079	24.919	0.006	0.039	0.043
Si	21.298	5.651	9.45	-0.037	-0.016	0.087
Si	-0.04	14.123	25.526	-0.005	0.105	-0.152
Si	1.515	6.077	20.252	0.014	-0.02	0.043
Si	-7.769	-4.741	12.125	0.011	0.081	0.053
Si	6.277	6.351	23.463	-0.11	0.021	0.05
Si	-2.312	9.349	19.092	0.036	0.007	-0.075
Si	-4.63	-5.259	22.823	-0.023	0.012	0.007
Si	14.586	19.682	15.503	0.047	-0.071	-0.005
Si	16.638	3.826	24.502	0.085	0.085	-0.035
Si	10.851	14.404	12.277	-0.006	-0.062	0.039
Si	4.96	20.791	17.943	0.024	0.014	-0.012
Si	8.896	12.118	25.274	0.013	-0.007	0.014
Si	21.255	15.569	7.23	-0.045	-0.021	-0.037
Si	8.371	0.394	19.505	-0.032	0.009	-0.074
Si	7.436	4.969	16.1	-0.057	-0.016	0.033
Si	16.232	0.196	27.494	-0.001	0.061	0.019
Si	4.458	6.077	16.524	-0.024	-0.047	0.043
Si	2.252	-2.402	29.042	0.016	-0.006	0.005
Si	-6.148	5.86	20.482	-0.042	-0.023	0.004
Si	17.496	-2.151	21.542	0.009	-0.036	0.015
Si	-0.718	13.317	13.373	-0.007	0.066	-0.015
Si	16.144	-11.069	18.414	0.046	0.032	-0.069
Si	-0.364	17.777	22.136	0.101	-0.006	0.026
Si	8.611	9.874	27.146	0.086	0.124	-0.012
Si	3.313	5.769	23.466	0.027	-0.046	-0.058
Si	-4.853	-0.829	17.513	0.016	0.004	-0.011
Si	9.629	6.786	17.573	-0.038	0.025	0.014
Si	3.875	1.773	22.369	0.006	0.059	0.01
Si	13.433	-1.503	16.819	0.05	0.019	-0.022
Si	3.833	-8.071	21.35	-0.033	0.072	0.118
Si	6.187	6.561	20.524	-0.037	0.004	0.022
Si	7.059	10.551	23.256	-0.086	0.025	0.029
Si	4.935	11.972	21.342	0.018	-0.007	-0.013
Si	2.066	21.433	23.902	0.102	-0.058	0
Si	1.181	0.695	21.171	0.023	0.028	-0.015
Si	8.878	4.944	26.327	0.011	0.009	-0.094
Si	2.739	3.454	16.73	-0.033	0.005	0.003
Si	-6.973	10.399	8.956	-0.174	-0.029	0.047
Si	-6.405	15.59	21.358	-0.036	-0.02	-0.039
Si	11.551	19.217	15.149	0.074	-0.019	0.017
Si	10.163	9.649	18.351	-0.02	0.074	-0.051
Si	2.037	6.766	9.476	-0.114	-0.081	0.045
O	1.631	15.804	17.867	-0.001	-0.03	0.015
O	5.759	7.592	19.338	0.009	-0.022	0.002
O	39.463	17.101	12.21	0.018	0.014	-0.032
O	16.507	-4.173	25.185	-0.096	0.098	0.049
O	-0.967	-21.588	20.918	-0.013	-0.007	0.027
O	3.545	-14.426	21.735	-0.006	0.021	-0.015
O	8.215	13.695	15.328	0.004	0	-0.028
O	18.432	21.134	13.166	0.012	0.027	-0.038
O	5.858	5.233	16.403	0.042	0.018	-0.01
O	10.089	-0.064	24.379	-0.018	-0.012	0.012
O	-6.138	-4.415	17.62	0.001	-0.034	-0.01
O	15.677	4.616	25.58	-0.096	-0.054	0.045
O	-4.012	-4.976	11.529	0.008	0.01	0.035
O	27.116	-3.863	18.6	-0.011	-0.026	0.019
O	-5.414	6.846	21.569	0.007	-0.001	-0.003
O	0.487	-6.774	18.988	-0.01	0.017	0.016
O	17.819	1.349	22.066	-0.002	-0.024	-0.003
O	-12.986	15.467	10.747	0.089	-0.038	-0.004
O	14.069	-4.445	26.495	0.082	0.015	-0.08
O	-3.197	-26.367	17.73	0	-0.003	-0.016
O	-0.257	-0.158	11.932	0.014	0.004	0.031
O	5.054	11.625	12.15	0.008	-0.006	-0.004
O	21.949	10.53	14.951	0.055	-0.028	-0.068
O	-12.12	-7.858	17.07	0.027	0.009	0.017
O	9.651	17.366	10.011	-0.051	0.084	-0.055
O	13.266	11.227	22.748	-0.013	-0.014	-0.004
O	-1.219	2.408	25.938	-0.013	-0.026	0.029
O	3.983	6.124	12.319	0.105	0.002	-0.148
O	8.51	-4.286	26.227	-0.008	-0.059	-0.053
O	21.275	4.404	27.886	0.122	-0.015	0.033
O	-7.922	24.353	12.619	-0.11	-0.023	-0.046
O	-5.799	25.749	18.51	-0.029	-0.008	0.034
O	6.128	20.001	22.051	0.026	-0.033	-0.049
O	-10.186	13.473	26.016	-0.044	0.031	-0.001
O	30.127	-10.732	13.221	0.019	-0.05	0.026
O	3.556	-3.698	24.246	0.042	0.046	0.051
O	1.897	-9.171	15.298	0.019	-0.032	-0.008
O	-8.608	17.673	23.27	0.066	-0.064	0.03
O	2.628	17.394	24.385	-0.12	-0.064	0.011
O	10.192	13.376	13.409	0.003	-0.003	-0.019
O	34.838	18.758	26.824	-0.073	-0.081	0.04
O	14.87	12.999	24.414	0.005	-0.011	0.019
O	11.448	26.631	26.464	-0.016	0.013	0.045
O	15.715	0.131	14.625	-0.033	-0.017	0.01
O	22.998	-9.933	10.04	-0.138	0.115	-0.077
O	14.113	-4.768	19.437	-0.021	0.012	0.006
O	13.614	19.47	10.468	0.018	0.027	-0.013
O	-2.197	12.699	13.749	0.008	-0.021	-0.005
O	-3.328	14.281	23.793	-0.011	0.011	-0.032
O	10.759	-14.612	21.758	0.035	-0.021	0.012
O	-15.686	18.208	15.288	-0.049	0.07	0.009
O	4.995	15.186	10.504	-0.039	-0.011	0.013
O	12.839	2.05	21.173	-0.008	0.002	0.008
O	11.416	-9.995	13.156	0.005	0.051	0.001
O	35.142	-9.602	21.73	-0.011	-0.068	-0.008
O	3.647	8.857	18.352	-0.02	-0.004	0.011
O	18.716	0.614	12.163	0.022	0.005	-0.033
O	-3.74	-8.013	14.747	-0.013	0.055	-0.008
O	25.987	25.542	16.036	-0.05	-0.035	-0.02
O	-9.431	-1.495	22.304	0.058	-0.037	0.082
O	-13.979	-11.92	19.566	-0.018	-0.016	0.03
O	13.843	7.86	12.736	-0.028	0.024	-0.023
O	-7.393	15.532	22.659	0.009	0.011	0.016
O	6.238	6.998	27.352	0.102	-0.025	0.032
O	-13.893	9.567	22.662	-0.003	0.042	-0.023
O	-0.182	14.314	21.537	-0.029	0.003	0.006
O	10.619	32.82	14.04	-0.013	0.005	0.023
O	1.197	2.229	24.91	-0.04	-0.065	0.023
O	22.767	7.089	24.465	0.084	-0.001	-0.022
O	20.578	1.065	18.107	0.002	-0.002	-0.012
O	4.234	3.172	26.206	0.016	-0.004	0.047
O	5.949	-8.259	12.525	-0.058	0.057	-0.08
O	7.714	-7.594	14.506	0.012	0.025	-0.012
O	1.005	11.948	21.573	-0.004	0	0.002
O	16.042	18.971	21.573	-0.055	-0.067	0.017
O	6.41	32.808	12.517	-0.008	-0.019	-0.026
O	-5.825	2.072	11.264	-0.058	0.081	-0.028
O	12.546	11.978	25.099	0.035	-0.009	-0.03
O	-7.146	5.978	16.999	0.029	-0.001	-0.002
O	8.548	12.211	20.797	0.017	-0.044	0.043
O	-7.043	1.936	20.091	0.027	0.034	0.039
O	6.867	-12.941	10.357	0.024	-0.014	0.039
O	-2.867	10.776	15.458	-0.03	-0.01	0.015
O	1.243	16.352	8.657	-0.001	0.071	0.094
O	25.013	6.247	25.557	-0.029	-0.013	0.019
O	20.128	10.778	25.8	-0.006	0.13	0.054
O	11.883	8.761	22.39	-0.015	-0.019	0
O	-12.437	37.267	14.007	0.038	0.005	-0.142
O	-3.309	-1.19	28.099	-0.099	0.135	0.019
O	21.881	2.654	24.741	-0.006	0.005	-0.015
O	27.432	-8.913	22.902	-0.011	0.001	-0.001
O	4.772	-6.598	24.126	0.066	0.023	-0.019
O	-0.847	10.351	24.75	0.021	0.019	0.015
O	-9.261	9.437	24.132	0.045	0.122	-0.063
O	14.516	-5.719	17.08	-0.007	0.011	-0.011
O	-2.435	19.856	15.086	-0.084	-0.022	-0.004
O	-2.469	-2.587	20.44	-0.015	-0.003	0.038
O	28.878	-3.487	10.605	-0.047	-0.048	0.052
O	-5.068	14.821	21.851	0.006	0.015	0.002
O	2.305	-4.751	10.497	0.033	0.043	0.034
O	7.728	16.183	16.353	0.006	0.034	-0.018
O	15.562	3.59	11.177	0.098	0.044	-0.004
O	8.05	9.043	13.413	-0.001	-0.037	-0.027
O	-1.561	10.125	17.846	-0.022	-0.027	0.018
O	5.678	1.763	15.674	0.028	-0.003	-0.013
O	4.013	6.661	15.038	0.019	0.025	-0.066
O	7.727	6.133	20.289	0.031	-0.003	-0.007
O	-12.948	-8.033	20.341	-0.037	-0.003	-0.038
O	-21.229	-17.444	23.828	0.017	-0.027	0.01
O	-0.747	2.266	19.076	-0.024	-0.004	0.045
O	0.281	26.45	17.175	-0.003	-0.027	-0.003
O	4.038	1.769	23.979	0.062	-0.009	0.04

Results
free energy: -254261.364 eV
free energy less fixed offsets of O -568.88, Si -635.61 eV per atom: 9.436 eV

The program warned: the cutoff lies below the one the program advises for these potential files; the exchange-correlation potential is rough where the density is thin.
